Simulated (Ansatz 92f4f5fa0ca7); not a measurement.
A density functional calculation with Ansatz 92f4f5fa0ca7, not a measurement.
Periodic cell of 228 atoms, Si134O92H2, from a study of silicon, its oxide and their interface. The atomic structure is a simulated model.
Doubt: the cutoff is far below the 930 eV that the study's wrapper takes by default for these files, so forces and energies are approximate.
This geometry differs little from another in the collection (a relaxation step or a small displacement).

Settings: functional PBE; potential files Ansatz PAW; basis plane waves; wave-function cutoff 580 eV; density cutoff ratio 5; exchange-correlation grid ratio 1; k mesh 1 x 1 x 1, Gamma-centred; self-consistency stop 5e-08 eV per atom in the density residual; occupations fixed; spin none; net charge 0.

Cell vectors (angstrom)
a, 10.938, 0, 0
b, 0, 10.938, 0
c, 0, 0, 32.1914

Atoms: element, x, y, z (angstrom)
Si, 0.2254, -0.3562, 24.8376
Si, 5.5403, -0.304, 24.6647
Si, 2.5874, 2.9113, 24.7112
Si, 8.0295, 3.1417, 24.5619
Si, 0.2095, 5.0611, 24.6869
Si, 5.6681, 5.3132, 24.8028
Si, 2.4513, 8.2645, 24.9141
Si, 7.8742, 8.4373, 24.6362
Si, 1.3939, 1.3265, 26.0204
Si, 6.8356, 1.3749, 25.8023
Si, 4.0904, 4.1023, 26.0642
Si, 9.5701, 4.0413, 26.095
Si, 1.2236, 6.713, 26.0808
Si, 6.8629, 6.8564, 26.0748
Si, 4.0879, 9.4887, 26.1192
Si, 9.4731, 9.526, 26.0344
Si, 2.7563, -0.0031, 27.4335
Si, 8.1635, 0.0543, 27.3459
Si, 0.0251, 2.6762, 27.4219
Si, 5.5026, 2.7037, 27.3495
Si, 2.7243, 5.4672, 27.4251
Si, 8.2381, 5.4784, 27.4286
Si, -0.0643, 8.1873, 27.4205
Si, 5.4844, 8.1681, 27.4601
Si, 4.1018, 1.3673, 28.7731
Si, 9.5708, 1.3673, 28.7731
Si, 1.3673, 4.1018, 28.7731
Si, 6.8362, 4.1018, 28.7731
Si, 4.1018, 6.8362, 28.7731
Si, 9.5708, 6.8362, 28.7731
Si, 1.3673, 9.5708, 28.7731
Si, 6.8362, 9.5708, 28.7731
Si, 0, 0, 30.1404
Si, 5.469, 0, 30.1404
Si, 2.7345, 2.7345, 30.1404
Si, 8.2035, 2.7345, 30.1404
Si, 0, 5.469, 30.1404
Si, 5.469, 5.469, 30.1404
Si, 2.7345, 8.2035, 30.1404
Si, 8.2035, 8.2035, 30.1404
Si, 1.3673, 1.3673, 31.5076
Si, 6.8362, 1.3673, 31.5076
Si, 4.1018, 4.1018, 31.5076
Si, 9.5708, 4.1018, 31.5076
Si, 1.3673, 6.8362, 31.5076
Si, 6.8362, 6.8362, 31.5076
Si, 4.1018, 9.5708, 31.5076
Si, 9.5708, 9.5708, 31.5076
Si, 2.7345, 0, 0.6835
Si, 8.2035, 0, 0.6835
Si, 0, 2.7345, 0.6835
Si, 5.469, 2.7345, 0.6835
Si, 2.7345, 5.469, 0.6835
Si, 8.2035, 5.469, 0.6835
Si, 0, 8.2035, 0.6835
Si, 5.469, 8.2035, 0.6835
Si, 4.1018, 1.3673, 2.0507
Si, 9.5708, 1.3673, 2.0507
Si, 1.3673, 4.1018, 2.0507
Si, 6.8362, 4.1018, 2.0507
Si, 4.1018, 6.8362, 2.0507
Si, 9.5708, 6.8362, 2.0507
Si, 1.3673, 9.5708, 2.0507
Si, 6.8362, 9.5708, 2.0507
Si, 0, 0, 3.418
Si, 5.469, 0, 3.418
Si, 2.7345, 2.7345, 3.418
Si, 8.2035, 2.7345, 3.418
Si, 0, 5.469, 3.418
Si, 5.469, 5.469, 3.418
Si, 2.7345, 8.2035, 3.418
Si, 8.2035, 8.2035, 3.418
Si, 1.3791, 1.3693, 4.6966
Si, 6.8497, 1.3746, 4.7759
Si, 4.0997, 4.1196, 4.7603
Si, 9.5568, 4.1434, 4.7825
Si, 1.341, 6.8615, 4.8563
Si, 6.8199, 6.8803, 4.7651
Si, 4.0967, 9.5649, 4.7773
Si, 9.5869, 9.5488, 4.8404
Si, 2.7397, 0.0385, 6.084
Si, 8.2315, 0.0641, 6.1617
Si, 0.0593, 2.7684, 6.0361
Si, 5.5433, 2.8049, 6.1119
Si, 2.7371, 5.4797, 6.1759
Si, 8.2719, 5.6074, 6.145
Si, 0.0312, 8.2227, 6.3532
Si, 5.4379, 8.2181, 6.1786
Si, 3.9133, 1.6465, 7.3148
Si, 9.9038, 1.2336, 7.3746
Si, 1.6152, 3.8291, 7.4418
Si, 6.7088, 4.4394, 7.3807
Si, 4.3548, 6.57, 7.5033
Si, 9.2491, 7.1669, 7.7085
Si, 1.2052, 9.9327, 7.5413
Si, 6.9981, 9.4531, 7.4276
O, 5.5274, 5.47, 7.9006
O, 0.0222, 0.0872, 7.9316
O, 2.7809, 2.7296, 7.8329
O, 8.1226, 8.35, 7.8933
O, 1.3794, 9.4423, 24.4974
O, 6.7782, 4.1912, 24.327
O, 6.7021, 9.5368, 24.1877
O, 1.4412, 4.0248, 24.2974
O, 6.3345, 10.032, 8.825
O, 0.9603, 4.2434, 8.8988
O, 1.951, 9.5376, 8.9538
O, 7.5698, 4.0589, 8.738
O, 9.4803, 6.7138, 9.3025
O, 4.499, 0.979, 8.6855
O, 3.7272, 7.0452, 8.9424
O, 9.5288, 2.1472, 8.6934
O, 4.6475, 0.1197, 23.3381
O, 8.7964, 3.1883, 23.0662
O, 10.4431, 5.3086, 23.2076
O, 5.1894, 6.0636, 23.4192
O, 8.4503, 7.8185, 23.2292
O, 3.2961, 2.3838, 23.3111
O, 2.9156, 7.4493, 23.5753
O, 10.6055, 0.0521, 23.3368
Si, -0.4445, 9.1369, 12.348
Si, 9.0981, 2.6803, 14.7676
Si, 4.1025, 12.0657, 14.2933
Si, -0.0223, 11.6034, 13.6298
Si, 10.3685, 4.8629, 16.6138
Si, 2.1929, 4.8104, 14.9152
Si, 11.0913, 3.7951, 19.5011
Si, 3.5261, 0.9769, 22.5001
Si, 2.0667, 9.4925, 10.5796
Si, 0.1977, -2.9965, 20.6108
Si, 7.4047, 2.4715, 19.6483
Si, 8.1912, 2.7165, 9.4142
Si, 4.6273, -0.4277, 11.7833
Si, 8.7205, 6.9625, 10.7581
Si, 1.3416, 4.3039, 10.4826
Si, 5, 11.3611, 19.8763
Si, 11.513, -0.2374, 21.9979
Si, 3.3862, 6.76, 10.5178
Si, 9.4252, 4.4703, 22.2133
Si, 3.5189, 7.4972, 15.3944
Si, 4.8105, 3.3571, 15.9345
Si, 9.349, 4.1296, 11.8662
Si, -0.6941, 1.0075, 19.3601
Si, 15.6467, 0.7837, 17.0471
Si, 6.4879, 4.8428, 17.7662
Si, 0.9391, -1.7452, 14.8963
Si, 12.7885, 2.6645, 12.652
Si, 2.1976, 5.679, 20.5108
Si, 15.1868, 6.6589, 18.4224
Si, 6.4939, -2.582, 14.534
Si, 5.5781, 8.3794, 20.5125
Si, 8.362, 7.1287, 16.8415
Si, 5.9657, 7.6103, 11.6391
Si, 7.4276, 0.2057, 15.5485
Si, 8.3143, 7.2137, 21.7121
Si, 3.9685, 6.7255, 22.5862
Si, 5.8843, 0.552, 9.4061
Si, 9.7416, -1.2018, 17.1761
O, 9.5423, 7.7409, 20.7976
O, 6.0242, 15.3563, 16.2323
O, 11.6285, -1.803, 21.5947
O, 7.2641, 14.5727, 18.511
O, 5.6299, 9.9973, 20.4991
O, 8.7712, -0.2321, 16.3167
O, 7.0831, 1.5803, 9.1474
O, 0.9611, -4.3656, 21.0584
O, 6.6852, -3.3485, 13.1022
O, 12.5918, 4.246, 19.9778
O, 0.5228, -2.7035, 19.037
O, 0.6009, 9.6959, 11.2298
O, -1.492, 8.1565, 11.6093
O, 1.716, 4.0259, 13.5658
O, 5.2409, 9.0476, 11.4984
O, 3.2806, 5.5185, 21.7167
O, 7.1531, 7.3832, 10.5405
O, 4.2239, 0.0972, 18.453
O, -0.5945, 10.6744, 18.3622
O, 2.0874, 0.2585, 22.3277
O, -1.0975, 10.5352, 12.9669
O, 4.7065, -0.054, 13.3593
O, 7.4357, 7.5689, 15.5865
O, 3.722, 0.4694, 15.7578
O, -2.2353, -5.3257, 11.6765
O, 4.6879, 13.3443, 17.2604
O, 2.2063, 3.0543, 11.1064
O, 2.6061, 8.0561, 11.0908
O, 9.1429, 3.6077, 13.4056
O, 5.1306, -3.0476, 19.0208
O, 9.6626, 6.2998, 16.3176
O, 5.1079, 5.275, 18.5478
O, 9.3754, 3.68, 16.0379
O, -0.6076, 1.6189, 14.7961
O, 6.9869, -11.946, 14.5117
O, 2.376, 8.6392, 15.3669
O, 6.2215, 11.2485, 16.6461
O, 10.8938, 4.3356, 11.3542
O, 14.7439, -3.9477, 16.9095
O, 5.6095, 0.6007, 11.0008
O, 6.99, 7.7386, 20.9484
O, 7.769, 1.6998, 14.8979
O, 10.1173, 14.8529, 20.8301
O, 1.1598, 10.7166, 14.331
O, 2.3176, 5.5719, 10.7122
O, 13.8269, 6.2488, 14.5285
O, 11.8268, 4.9259, 15.8858
O, 0.2736, 8.3648, 13.6234
O, 4.462, 7.9013, 21.5893
O, 10.9173, 9.1844, 16.1997
O, 0.5274, 12.6508, 12.5137
O, 8.5525, 3.0277, 10.9586
O, 10.7483, 0.5687, 20.8327
O, 10.5617, 4.7012, 18.2409
O, 8.7258, 1.5664, 19.3897
O, 2.8549, 6.4927, 19.2501
O, 11.203, -8.6731, 18.9418
O, 6.1809, 12.3732, 19.4943
O, 14.2843, 4.0195, 15.7392
O, 8.291, 5.5747, 21.7737
O, 4.7679, 6.5078, 11.3773
O, 4.9003, 8.1648, 14.8617
O, -2.0898, 8.4498, 17.6757
O, 5.1136, 13.3315, 14.6318
O, 3.1119, -0.3351, 11.1707
O, 7.4658, -4.7981, 17.7728
O, 4.0693, 1.1802, 20.9797
O, 13.874, 1.7542, 13.3952
H, 7.3832, 3.0776, 20.9839
H, 1.3458, -3.1214, 18.7206

Results
free energy: -137541.437 eV
free energy less fixed offsets of H -15.97, O -568.88, Si -635.61 eV per atom: -0.797 eV

Forces (eV/angstrom), in the order of the atoms: element, x, y, z
Si, 0.0584, -0.0275, -0.0072
Si, 0.0862, -0.1258, 0.0364
Si, -0.08, 0.0822, 0.0046
Si, -0.1363, -0.0006, 0.0113
Si, -0.0018, -0.228, -0.0788
Si, 0.1508, -0.0985, 0.0564
Si, -0.0252, 0.1023, 0.1307
Si, -0.1528, 0.1487, -0.0527
Si, 0.0054, -0.0499, 0.0356
Si, -0.0029, 0.0368, -0.021
Si, 0.0245, 0.0158, -0.02
Si, 0.0198, 0.035, 0.0657
Si, 0.0457, 0.1553, 0.1108
Si, -0.0187, -0.0726, 0.0673
Si, 0.0415, -0.0396, -0.0101
Si, 0.0342, 0.0206, 0.0486
Si, -0.0169, -0.019, -0.1246
Si, 0.0065, -0.0278, -0.0113
Si, -0.0459, 0.0222, -0.0672
Si, -0.0257, -0.0325, -0.0279
Si, -0.0489, -0.0273, -0.0395
Si, -0.0063, 0.0014, -0.0914
Si, -0.0121, -0.076, -0.084
Si, -0.0057, 0.0691, -0.0955
Si, 0.3257, 0.0716, -0.0193
Si, -0.1474, -0.1814, -0.0131
Si, 0.0034, -0.1595, 0.1002
Si, 0.0466, -0.0921, -0.2354
Si, -0.1316, -0.1356, 0.2948
Si, -0.0756, -0.016, 0.5539
Si, -0.1381, -0.0867, -0.1098
Si, 0.0593, 0.3046, -0.0683
Si, -0.115, -0.0903, -0.0086
Si, -0.0049, 0.0045, -0.0005
Si, 0.0052, 0.0552, -0.0209
Si, 0.0145, 0.015, -0.0167
Si, -0.0226, 0.0054, 0.0032
Si, -0.1128, -0.0665, -0.0109
Si, -0.0095, -0.0421, -0.0035
Si, 0.0571, 0.0143, 0.002
Si, 0.0423, -0.0106, -0.0317
Si, 0.0081, -0.0043, -0.0307
Si, 0.0149, -0.0244, 0.0008
Si, 0.0042, 0.0007, -0.0225
Si, 0.0068, -0.0249, -0.0201
Si, -0.0183, 0.0401, -0.032
Si, -0.0005, 0.0404, -0.0226
Si, 0.0239, -0.0216, 0.0073
Si, 0.0042, -0.0312, 0.0286
Si, -0.0479, 0.0478, -0.001
Si, -0.0109, 0.009, 0.0285
Si, 0.0197, -0.0304, 0.0091
Si, -0.0099, 0.0267, 0.0082
Si, 0.0066, -0.0067, 0.0205
Si, -0.001, 0.005, 0.016
Si, -0.0467, -0.0082, 0.0301
Si, 0.0114, 0.0834, -0.0176
Si, 0.0125, -0.0473, 0.0197
Si, 0.1002, 0.0274, 0.0149
Si, -0.0161, 0.0111, -0.0002
Si, 0.0168, -0.0481, 0.0194
Si, 0.0247, 0.0308, 0.0169
Si, -0.0413, -0.0053, 0.0029
Si, 0.1081, 0.0651, 0.0012
Si, -0.1988, -0.335, -0.1154
Si, 0.0261, -0.0341, 0.034
Si, 0.2636, 0.1266, -0.4579
Si, 0.0196, 0.1681, -0.034
Si, 0.0695, 0.2331, 0.1488
Si, 0.0473, 0.1244, -0.1552
Si, -0.2306, -0.0862, 0.1815
Si, 0.1041, 0.2195, -0.0082
Si, 0.0006, -0.0099, 0.1164
Si, 0.0102, 0.0367, 0.0171
Si, -0.0292, 0.004, 0.0924
Si, 0.0442, 0.0032, 0.0402
Si, 0.0129, 0.0011, 0.0023
Si, 0.0261, -0.0351, 0.0686
Si, -0.0341, 0.0021, 0.0792
Si, 0.0829, 0.0385, -0.0116
Si, -0.0384, 0.0401, -0.0473
Si, -0.0143, -0.0405, 0.004
Si, 0.0581, -0.0202, -0.0811
Si, -0.034, 0.0279, -0.0034
Si, 0.0845, -0.0405, 0.0017
Si, -0.0632, 0.0565, -0.0522
Si, -0.0881, 0.0021, 0.0693
Si, 0.0332, 0.0217, -0.0686
Si, -0.1851, 0.0877, -0.0193
Si, 0.1314, -0.0664, 0.0467
Si, 0.0795, -0.0747, -0.0653
Si, -0.069, 0.1588, -0.0166
Si, 0.0942, -0.1381, -0.0365
Si, 0.0015, 0.1128, -0.1069
Si, -0.0525, 0.0693, -0.0596
Si, 0.0677, -0.1429, 0.0546
O, -0.0524, -0.032, -0.0229
O, -0.026, 0.01, -0.0241
O, 0.0635, -0.0369, -0.026
O, 0.0171, 0.0625, -0.0597
O, 0.0416, -0.0458, 0.0405
O, -0.0569, -0.0211, 0.0359
O, -0.0421, 0.0515, 0.0322
O, 0.0154, -0.0289, 0.0291
O, -0.0347, 0.0749, -0.0031
O, -0.0113, 0.0025, 0.0238
O, 0.0049, -0.0021, 0.0171
O, 0.0175, -0.0525, -0.008
O, -0.0094, -0.0201, 0.0817
O, 0.0942, -0.0082, -0.038
O, -0.0089, 0.0076, 0.0283
O, -0.0446, 0.0047, -0.0311
O, -0.0395, 0.0292, 0.0008
O, 0.065, 0.0487, -0.0332
O, -0.0094, 0.0168, 0.0218
O, -0.035, 0.0341, -0.0351
O, 0.0245, -0.032, 0.0037
O, 0.0238, -0.0575, -0.0235
O, 0.0262, -0.0369, -0.0812
O, -0.0066, 0.0134, -0.0113
Si, -0.0166, -0.0268, 0.0346
Si, 0.0176, 0.0312, -0.0159
Si, -0.0094, -0.0191, -0.0058
Si, -0.0031, -0.0096, 0.0059
Si, 0.0062, -0.0108, 0.034
Si, -0.0093, -0.0174, -0.0083
Si, 0.0256, -0.0046, -0.0435
Si, -0.0096, 0.0054, -0.0428
Si, 0.0029, -0.0094, 0.06
Si, -0.0052, 0.0233, -0.0526
Si, -0.0078, -0.0251, -0.0251
Si, 0.018, 0.0213, 0.0727
Si, 0.0193, -0.0043, 0.0382
Si, 0.0043, -0.0117, 0.0652
Si, 0.0069, 0.0256, 0.0743
Si, 0.0014, 0.0152, -0.0113
Si, -0.0063, -0.0177, -0.0492
Si, -0.0032, -0.0037, 0.0762
Si, -0.0243, 0.0005, -0.0303
Si, -0.0003, -0.0098, 0.0281
Si, -0.0119, 0.002, 0.0087
Si, -0.0083, 0.016, 0.0567
Si, -0.0103, 0.0273, -0.0105
Si, -0.0102, -0.016, 0.0313
Si, 0.0045, -0.012, 0.034
Si, -0.0217, -0.0021, -0.0041
Si, -0.0096, 0.0225, 0.0224
Si, 0.0144, 0.0003, -0.0666
Si, -0.0128, 0.0079, 0.0097
Si, 0.0033, -0.024, -0.0076
Si, 0.0148, -0.0085, -0.0437
Si, -0.0112, 0.002, -0.0013
Si, 0.0107, -0.0085, 0.048
Si, -0.0012, -0.0157, 0.014
Si, -0.0088, 0.0016, -0.0695
Si, -0.0013, -0.0095, -0.043
Si, -0.0433, -0.0284, 0.0991
Si, 0.0183, -0.0092, 0.0148
O, 0.0144, 0.0023, 0.0286
O, -0.0066, -0.0094, -0.0271
O, -0.0013, 0.0066, 0.0373
O, -0.0109, 0.0295, -0.0083
O, -0.0095, 0.0098, 0.0301
O, -0.0055, 0.0033, -0.0085
O, -0.0098, 0.001, -0.0428
O, -0.0045, 0.0073, 0.0441
O, 0.0005, 0.0031, 0.0083
O, -0.0109, -0.0097, 0.0284
O, 0.0966, -0.0494, -0.0235
O, -0.0003, 0.0193, -0.0293
O, 0.0145, 0.0287, -0.0212
O, 0.0143, 0.0084, 0.0008
O, -0.0043, -0.0017, -0.0368
O, -0.0164, -0.0069, 0.0327
O, -0.0218, 0.0031, -0.0372
O, 0.0031, 0.0102, -0.0163
O, -0.0047, -0.022, -0.0107
O, 0.0163, 0.0011, 0.0376
O, 0.0131, 0.0072, -0.0144
O, -0.0048, 0.0184, 0.0059
O, 0.0031, -0.0017, -0.0012
O, 0.0067, 0.0087, 0.0111
O, -0.0021, -0.0225, -0.0389
O, -0.0026, 0.0038, -0.012
O, -0.0019, -0.0191, -0.0101
O, -0.0009, 0.001, -0.0411
O, -0.007, -0.018, 0.0016
O, -0.011, -0.0074, -0.0003
O, 0.0004, -0.0026, -0.0081
O, 0.0094, -0.0058, 0.006
O, 0.0006, -0.0032, 0.0024
O, -0.0109, -0.0078, 0.0025
O, 0.0023, 0.0154, -0.0055
O, 0.0074, -0.0045, -0.0083
O, 0.0016, 0.0004, -0.0007
O, 0.0033, -0.0134, -0.0313
O, 0.0016, 0.0057, -0.0157
O, 0.0034, -0.0136, -0.0675
O, -0.0088, 0.0009, 0.0457
O, -0.0083, -0.0126, -0.0049
O, 0.0111, -0.0031, 0.0182
O, -0.0029, -0.0007, 0.0008
O, -0.0061, -0.0148, -0.0423
O, -0.0014, 0.0029, -0.0094
O, 0.0044, 0.0039, -0.0075
O, 0.0045, 0.0088, -0.0026
O, 0.0085, 0.0187, 0.0255
O, -0.0027, 0.0045, 0.002
O, -0.0021, -0.0144, -0.0124
O, -0.0079, -0.0037, -0.0337
O, -0.0063, 0.0079, 0.0045
O, -0.0099, -0.0002, -0.0053
O, 0.0169, -0.0092, 0.0241
O, 0.006, 0.0041, 0.0044
O, -0.0024, -0.0043, 0.0131
O, -0.0179, -0.0128, 0.0124
O, 0.0109, -0.0045, 0.006
O, 0.0081, 0.0012, 0.0523
O, 0.0116, 0.0037, -0.0444
O, -0.0152, -0.0008, 0.0015
O, 0.0011, 0.0053, 0.0043
O, 0.0032, 0.014, -0.0062
O, -0.0026, 0.0032, -0.0309
O, 0.0075, -0.0005, 0.0012
O, 0.0131, -0.0103, 0.0155
O, 0.0047, 0.0015, -0.0117
H, -0.0051, 0.0022, 0.006
H, -0.0954, 0.0584, 0.0464

The program warned: the cutoff lies below the one the program advises for these potential files; the exchange-correlation potential is rough where the density is thin.
